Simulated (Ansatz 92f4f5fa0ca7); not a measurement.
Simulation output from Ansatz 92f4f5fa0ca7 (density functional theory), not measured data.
Periodic cell of 222 atoms, Si134O80N8, from a study of silicon, its oxide and their interface. The atomic structure is a simulated model.
This geometry differs little from another in the collection (a relaxation step or a small displacement).

Settings
functional: r2SCAN
potential files: Ansatz PAW
basis: plane waves
wave-function cutoff: 800 eV
density cutoff ratio: 5
exchange-correlation grid ratio: 1
k mesh: 1 x 1 x 1, shifted by 0.5 0.5 0 of a step
self-consistency stop: 1e-10 eV per atom in the density residual
occupations: fixed
spin: none
net charge: 0

Cell vectors (angstrom)
a, 10.88, 0, 0
b, 0, 10.88, 0
c, 0, 0, 31.766

Atoms and the computed forces on them: element, x, y, z (angstrom), force x, y, z (eV/angstrom)
Si, -0.2035, 0.4044, 0.1709, -0.0413, 0.0082, 0.1892
Si, 2.4472, 3.051, 0.0337, 0.0176, 0.0404, 0.214
Si, 0.2984, 5.2756, -0.0438, -0.0167, 0.0022, 0.2404
Si, 3.0308, 7.929, -0.159, 0.0187, 0.0238, 0.2615
Si, 5.7174, -0.0732, -0.196, -0.0226, -0.0244, 0.2461
Si, 8.4758, 2.5317, -0.0971, 0.0007, 0.0504, 0.2227
Si, 5.2351, 5.6889, -0.207, -0.0119, 0.0032, 0.2398
Si, 7.8633, 8.5694, 0.0442, -0.024, 0.0119, 0.2297
Si, 1.3214, 1.5618, 1.4512, -0.0062, -0.0234, 0.0347
Si, 4.0928, 4.1924, 1.2322, -0.0098, 0.0118, 0.0027
Si, 1.441, 6.8615, 1.2334, 0.0076, -0.0126, 0.0121
Si, 4.1134, 9.6068, 1.1182, -0.0105, -0.0075, 0.0158
Si, 6.8569, 1.4226, 1.2134, -0.0083, -0.0086, 0.0061
Si, 9.5611, 4.1412, 1.2419, 0.0089, 0.0151, 0.0098
Si, 6.7284, 6.8886, 1.2149, 0.0012, 0.0095, 0.0218
Si, 9.4695, 9.6619, 1.3439, 0.004, -0.0196, 0.0148
Si, -0.042, 2.8704, 2.7742, 0.0212, 0.0033, 0.0485
Si, 2.7387, 0.0479, 2.5562, -0.0184, 0.0282, 0.0141
Si, 0.0128, 8.2171, 2.5575, -0.0081, -0.001, 0.0098
Si, 2.7507, 5.5181, 2.6561, -0.0131, 0.0025, 0.0523
Si, 5.4581, 2.7802, 2.5413, -0.0069, -0.0075, -0.0096
Si, 8.1262, 0.101, 2.71, 0.0038, 0.0089, 0.0614
Si, 5.3936, 8.2429, 2.6062, 0.0094, 0.0058, 0.0198
Si, 8.146, 5.5128, 2.5348, 0.004, -0.0057, -0.0012
Si, 1.3884, 4.1841, 4.0482, 0.0108, 0.0053, -0.013
Si, 4.1083, 1.3996, 3.9263, 0.0097, 0.0027, -0.0177
Si, 1.3754, 9.5639, 3.9327, 0.0038, 0.0165, -0.0096
Si, 4.0812, 6.8782, 4.006, -0.0201, -0.002, -0.034
Si, 6.8153, 4.1256, 3.9247, -0.0046, 0.0118, -0.0256
Si, 9.4991, 1.4353, 4.0573, 0.006, -0.007, -0.0141
Si, 6.7727, 9.5587, 3.9965, 0.0199, -0.0279, -0.0289
Si, 9.5309, 6.8389, 3.9234, 0.0103, -0.0055, -0.0064
Si, 0.0118, 0.0227, 5.3236, -0.0091, 0.0021, 0.0133
Si, 2.7458, 2.7451, 5.324, -0.0323, 0.0008, -0.0002
Si, -0.0072, 5.5097, 5.3631, 0.0227, -0.0229, 0.0066
Si, 2.6995, 8.2109, 5.3467, 0.0067, -0.0242, 0.0013
Si, 5.4226, 0.0373, 5.3436, -0.021, -0.0107, -0.0066
Si, 8.1278, 2.778, 5.3717, 0.0117, 0.0043, 0.0001
Si, 5.4551, 5.4681, 5.3032, 0.0079, 0.0141, -0.0032
Si, 8.1616, 8.1731, 5.3089, -0.0047, 0.0066, 0.0047
Si, 1.378, 1.3741, 6.6794, 0.0289, 0.0024, 0.0039
Si, 4.1175, 4.0951, 6.6817, 0.0267, 0.0289, 0.0003
Si, 1.361, 6.8435, 6.7222, -0.0056, 0.0279, 0.0082
Si, 4.0668, 9.5508, 6.7066, -0.0017, -0.0034, 0.0003
Si, 6.8002, 1.3614, 6.7107, 0.0142, 0.004, -0.0022
Si, 9.5348, 4.1006, 6.7098, -0.0044, -0.0081, 0.0048
Si, 6.8164, 6.7911, 6.68, -0.0179, -0.0265, -0.0067
Si, 9.5311, 9.5171, 6.6725, 0.005, -0.0057, -0.0045
Si, 0.007, 2.6969, 8.0586, -0.0147, 0.0253, -0.0073
Si, 2.6899, 0.0041, 8.0671, 0.0059, -0.0061, -0.0069
Si, -0.0259, 8.1641, 8.0734, 0.0293, -0.0176, 0.0004
Si, 2.7533, 5.457, 8.0395, -0.0478, -0.0197, 0.0052
Si, 5.4391, 2.702, 8.0567, 0.0122, -0.0222, -0.0039
Si, 8.1796, -0.0236, 8.052, -0.0285, -0.01, -0.0074
Si, 5.4483, 8.1567, 8.0258, -0.0191, 0.0213, -0.006
Si, 8.1589, 5.4238, 8.0593, 0.0196, -0.0018, 0.0003
Si, 1.3954, 4.0681, 9.3727, 0.0516, -0.0112, 0.0148
Si, 4.08, 1.331, 9.4086, -0.0485, -0.0035, 0.0164
Si, 1.3096, 9.5323, 9.4305, -0.0148, 0.0093, -0.0079
Si, 4.0964, 6.828, 9.4209, 0.0654, 0.0153, 0.0083
Si, 6.8634, 3.9841, 9.4058, -0.0528, 0.0283, 0.0071
Si, 9.5564, 1.2858, 9.4423, 0.0332, -0.0026, 0.0092
Si, 6.8298, 9.4653, 9.4048, 0.0222, -0.0166, -0.019
Si, 9.5044, 6.7738, 9.4222, -0.0192, 0.0052, 0.0016
Si, -0.0368, -0.0846, 10.9063, -0.0012, -0.0315, 0.0053
Si, 2.7018, 2.6744, 10.7562, 0.0334, 0.0344, 0.0206
Si, 0.01, 5.3921, 10.7182, -0.0094, 0.052, 0.0249
Si, 2.6768, 8.2042, 10.7664, -0.0273, 0.0051, 0.0196
Si, 5.4494, -0.0695, 10.7241, -0.004, 0.0218, 0.0111
Si, 8.202, 2.5918, 10.8203, 0.0473, -0.0424, 0.0286
Si, 5.5148, 5.396, 10.6701, -0.0403, -0.028, 0.0729
Si, 8.172, 8.1186, 10.8278, -0.0208, -0.0366, 0.016
Si, 1.3728, 1.3068, 12.1882, 0.0349, 0.0165, -0.0004
Si, 4.1443, 4.0565, 11.9832, -0.0396, -0.0116, -0.0502
Si, 1.2597, 6.8442, 12.0677, 0.0546, 0.0232, -0.0382
Si, 4.0567, 9.5566, 12.1283, 0.0242, -0.0724, -0.0237
Si, 6.8264, 1.1528, 12.1563, -0.0097, -0.0469, 0.0516
Si, 9.6752, 3.9221, 12.1038, 0.0217, -0.0302, -0.0177
Si, 6.8909, 6.6303, 12.1177, 0.0178, 0.1025, -0.074
Si, 9.4578, 9.4082, 12.3424, 0.0263, 0.0381, 0.0168
Si, 0.0467, 2.5692, 13.6533, -0.0108, -0.0388, 0.0223
Si, 2.8311, 0.1545, 13.6168, 0.0078, 0.0112, 0.0675
Si, -0.023, 8.045, 13.711, -0.0091, -0.0334, 0.025
Si, 2.6589, 5.3893, 13.1862, -0.041, -0.1681, -0.0318
Si, 5.5135, 2.6876, 13.3018, 0.0488, 0.0823, -0.0865
Si, 7.9857, -0.2481, 13.7732, 0.0019, 0.0251, -0.0416
Si, 5.2803, 7.879, 13.2476, -0.0024, -0.0977, 0.0485
Si, 8.383, 5.2766, 13.4397, -0.0493, 0.0079, 0.0376
Si, 1.5555, 4.107, 14.7229, 0.0018, 0.0264, -0.2061
Si, 4.0351, 1.9258, 14.8997, -0.0729, -0.0919, -0.1601
Si, 1.6798, 9.3506, 14.7727, -0.0079, -0.0735, -0.2281
Si, 3.6508, 6.841, 14.6684, 0.0618, 0.1293, -0.1288
Si, 7.0646, 3.7858, 14.6359, -0.0604, 0.0886, -0.1084
Si, 9.1853, 1.4652, 14.961, -0.0224, 0.0237, -0.2523
Si, 6.3613, 8.9932, 14.8635, 0.0543, 0.0725, -0.1972
Si, 9.9283, 6.1531, 15.0308, 0.0747, 0.108, -0.2847
Si, 5.2684, 5.2886, 18.7717, -0.0237, 0.1378, -0.2945
Si, 4.898, 10.8416, 16.8537, 0.0711, 0.0921, -0.3315
Si, 12.0444, -1.7213, 17.7199, -0.032, -0.0305, -0.162
Si, 7.0496, 6.229, 16.4393, -0.0009, -0.0801, -0.1807
Si, 9.3299, 7.6129, 17.6993, -0.0466, 0.0107, -0.1333
Si, 4.422, 4.4809, 16.2678, -0.1096, 0.0755, -0.2949
Si, 9.5701, -0.1589, 17.5606, -0.0212, 0.0109, -0.2129
Si, 13.39, 10.6102, 23.253, -0.0112, -0.0129, -0.0202
Si, 2.8097, 4.3019, 24.5208, 0.0244, -0.0648, 0.0558
Si, 6.8433, 8.0802, 23.5953, 0.0263, 0.0214, 0.0152
Si, 2.7072, 0.6525, 18.785, 0.0642, -0.0305, -0.2221
Si, 7.1067, -1.2901, 18.5101, -0.0018, -0.1191, -0.1018
Si, 6.9162, 5.2233, 21.269, 0.0056, 0.0567, -0.1402
Si, 9.7936, 11.8942, 20.509, -0.0187, -0.084, -0.1902
Si, 9.9422, 4.096, 21.3241, -0.0355, 0.0119, -0.098
Si, 7.2195, 10.9362, 22.2234, -0.0023, -0.0101, -0.0486
Si, 13.6962, 3.7055, 18.6596, 0.0721, 0.0384, -0.3324
Si, 1.1127, 9.7056, 20.6818, 0.0742, 0.035, -0.2176
Si, 0.1578, 11.9522, 25.0113, -0.009, -0.071, 0.1189
Si, 7.7967, -2.9146, 20.2238, -0.0224, 0.2022, -0.2768
Si, 2.8802, 6.3916, 17.7438, 0.1639, -0.0713, -0.3734
Si, 10.8484, 4.1208, 24.3208, -0.0296, -0.0073, 0.0151
Si, 3.6246, 10.0954, 25.9061, -0.0323, 0.0187, 0.1248
Si, 10.5311, -3.9262, 20.2707, -0.0468, 0.0742, -0.2102
Si, 0.7608, 9.8784, 26.9643, -0.0206, -0.0236, 0.2213
Si, 4.0523, 13.18, 26.5069, 0.0306, -0.0621, 0.2382
Si, -7.0447, 1.3142, 29.5, 0.0254, -0.0441, 0.3423
Si, -4.2548, -1.2891, 26.3615, 0.0703, 0.0057, 0.1461
Si, -3.6936, 4.3753, 29.4392, 0.0311, 0.0276, 0.341
Si, -1.5664, 6.7083, 29.6911, -0.0101, -0.0726, 0.2495
Si, 1.7029, -0.9328, 29.7386, 0.0353, -0.0236, 0.2594
Si, 8.3194, 5.931, 25.0236, -0.0335, 0.0791, 0.1239
Si, 4.4283, -9.6597, 21.4503, -0.0278, -0.066, -0.1553
Si, -2.9049, 11.9787, 25.029, -0.0114, -0.0145, 0.0763
Si, 6.8851, 14.4716, 26.3302, 0.0001, -0.0088, 0.235
Si, 4.9015, 5.8663, 23.1307, 0.0362, 0.0204, 0.0027
Si, 9.1466, 19.0546, 27.0891, 0.061, -0.0081, 0.2203
Si, 14.3766, 3.9412, 21.6709, -0.0103, -0.0364, -0.1872
O, 1.3262, 4.9666, 24.6404, -0.0189, 0.0234, -0.0148
O, 0.8305, -0.2782, 30.904, 0.0535, -0.0589, -0.1572
O, 6.7373, -2.1826, 25.0538, -0.0169, -0.0492, -0.0683
O, 1.3667, 4.1399, -0.551, 0.0239, -0.001, -0.0827
O, -2.8859, 2.5858, 25.6873, 0.0341, -0.0028, -0.0558
O, 0.1875, 2.6802, 25.0214, 0.0242, 0.0525, 0.0034
O, 8.2203, 5.5961, 29.3187, 0.0006, -0.0071, -0.1122
O, 2.3469, 8.5626, 30.267, -0.0418, 0.0424, -0.2024
O, 5.1756, 0.7055, 30.2198, -0.0681, 0.0729, -0.211
O, 7.822, 3.173, 30.3214, -0.0684, 0.0542, -0.1862
O, 5.8658, 4.9433, 30.2297, 0.0644, -0.0653, -0.1882
O, 9.6034, 1.4212, -0.5613, 0.0037, -0.0202, -0.0763
O, -2.1205, 6.9567, 26.1524, -0.0239, -0.0784, -0.1104
O, 4.1218, 6.8085, -0.6789, -0.0115, 0.0022, -0.1036
O, 10.5698, 5.9856, 30.3922, -0.0404, 0.0631, -0.1826
O, 6.8084, 9.6474, -0.6258, 0.0126, -0.0058, -0.0864
O, 5.061, 1.4345, 16.1426, 0.0651, -0.0563, 0.0872
O, 2.2372, -8.6873, 18.3845, -0.0916, 0.0068, 0.0788
O, 5.6526, -0.7368, 18.113, 0.0205, 0.0094, 0.1716
O, 7.1489, 9.4977, 20.1646, -0.1028, 0.0618, 0.194
O, 7.9655, 10.5156, 17.5009, 0.0247, -0.0005, 0.0739
O, 2.7312, 8.1332, 14.9622, 0.0674, 0.0435, 0.0574
N, 3.7266, 6.0846, 16.2297, -0.0795, 0.0196, 0.3255
O, 11.2622, 5.1767, 15.3902, -0.0448, -0.0385, 0.0908
O, 9.9057, 0.7944, 16.2847, 0.0294, -0.0057, 0.1628
N, 10.2837, 9.1082, 17.5895, 0.0052, -0.0552, 0.1215
O, 5.1875, 9.8549, 15.6108, -0.1126, -0.0071, 0.1861
N, 8.8605, 6.501, 16.3994, 0.0189, 0.0604, 0.0816
N, 3.2132, 3.4158, 15.4404, 0.0026, 0.1328, 0.0888
O, 3.4312, 0.099, 17.456, -0.1394, -0.0444, 0.1294
O, 12.8098, -3.1723, 17.7606, 0.0074, -0.033, 0.092
N, 4.4199, 14.8898, 17.9487, 0.0294, -0.0784, 0.3664
O, -1.6428, 7.7206, 20.9004, 0.0128, -0.0138, 0.0867
N, 7.8819, -2.8295, 18.495, 0.1207, -0.1998, -0.0658
N, 6.1453, 4.8148, 15.7099, 0.0621, 0.0536, -0.0676
O, 12.8857, 5.0111, 18.0472, -0.1189, -0.0615, 0.1448
O, 10.8857, 10.8355, 21.1057, -0.0181, 0.0338, 0.0756
O, 8.0879, 13.5365, 15.3318, 0.1113, -0.0916, 0.0937
O, 10.2459, 6.7133, 18.6944, -0.0055, -0.0647, 0.1257
O, 6.6454, 7.7209, 15.8861, -0.0168, 0.009, 0.1261
O, 9.7855, 11.5741, 18.9153, 0.0058, 0.0653, 0.2003
O, 11.6569, 8.1045, 20.501, -0.0046, -0.0353, 0.0857
O, 7.2328, 0.93, 23.6051, -0.0267, 0.008, -0.0225
O, 2.6934, 3.8778, 20.2751, 0.0099, 0.0177, 0.1794
O, 1.454, 9.8798, 16.2934, -0.0377, 0.0838, 0.2208
O, 10.0969, 13.5087, 20.5974, 0.0086, 0.043, 0.0435
O, 8.3686, 4.5259, 21.2543, 0.0102, -0.0197, 0.0425
O, 3.6719, 0.8146, 20.0683, 0.0526, -0.0005, 0.1304
O, 5.9548, 4.6684, 20.0876, 0.0461, -0.0499, 0.1755
O, 8.435, 0.6545, 21.3145, -0.0253, -0.0002, 0.0453
O, 4.6659, 2.8171, 21.5138, -0.0011, 0.0446, 0.0639
O, 6.8925, -4.0475, 20.9186, -0.0562, -0.0472, 0.112
O, 3.0034, 3.337, 25.8186, -0.0505, 0.0507, -0.0848
O, -1.086, 18.3889, 28.4014, 0.0115, 0.0858, -0.1887
O, 11.4564, 22.2932, 26.4831, -0.0264, 0.0699, -0.0806
O, 7.2965, -1.5551, 22.6417, 0.0088, -0.0107, 0.0335
O, 10.5523, 3.8132, 22.7727, 0.026, -0.0153, 0.0176
O, 7.0829, -5.8575, 25.58, -0.0029, 0.0336, -0.0668
O, 13.6196, -7.3241, 23.0628, -0.0251, -0.0062, 0.019
O, 14.9642, 6.4479, 18.8839, 0.0048, 0.0061, 0.1781
O, -0.5216, 9.0362, 26.4067, -0.0039, 0.0113, -0.0749
O, 5.8103, 0.4257, 21.5324, 0.0338, -0.0147, 0.0165
O, 2.1226, 9.7131, 21.9523, 0.0137, -0.0189, 0.0851
O, 5.0048, 9.5915, 26.6527, -0.04, -0.0255, -0.042
O, -7.4796, 9.7509, 24.3232, 0.0065, -0.0167, -0.0431
O, 3.6765, 11.7142, 25.9587, 0.0062, -0.0153, -0.0732
N, 1.6248, -0.6886, 19.0731, 0.0271, 0.0364, 0.0989
O, 6.4934, 5.9456, 17.9368, -0.091, -0.0616, 0.1724
O, 7.9265, 6.8524, 23.7256, 0.0157, 0.011, -0.0614
O, -1.3792, 11.5018, 24.7511, 0.0129, -0.014, -0.0238
O, 4.066, 5.3583, 24.4398, 0.0113, 0.0323, 0.0165
O, -3.1444, 8.9729, 27.4044, -0.0479, 0.026, -0.0753
O, 5.3922, 7.4047, 23.2496, -0.0518, -0.0055, 0.0099
O, 3.1181, 13.1977, 30.5264, 0.0463, -0.0659, -0.2072
O, 3.4738, 11.7665, 22.6987, -0.0309, 0.0283, 0.0632
O, 6.9367, 3.8178, 27.9453, -0.0449, -0.0614, -0.271
O, -3.7319, 11.093, 26.1048, -0.0095, 0.0206, -0.0425
O, 1.1833, 0.3804, 23.9499, -0.0068, -0.0022, -0.051
O, 6.2395, 15.8768, 22.7272, -0.0441, 0.0076, 0.0249
O, 4.0846, 23.9111, 28.1361, 0.0344, 0.0761, -0.2427
O, 2.8686, 0.0548, 29.2191, -0.0038, 0.0017, -0.1326
O, 0.6586, 9.7206, 28.5554, -0.0581, -0.0168, -0.2048
O, -0.1267, 5.4414, 20.8233, 0.0304, -0.0426, 0.0646
O, -1.3056, 4.9628, 24.7977, 0.0417, -0.0205, -0.0192
O, -2.2131, 7.8225, 30.6374, 0.0793, -0.0298, -0.1736
O, 3.9298, 16.385, 21.8705, 0.0272, 0.0231, 0.0363
O, 13.1711, -1.4294, 26.5911, 0.0868, -0.0162, -0.0888
O, 5.4776, 2.8732, 26.0206, -0.0096, 0.0082, -0.0783

Results
free energy: -134426.844 eV
free energy less fixed offsets of N -386.36, O -570.45, Si -639.56 eV per atom: 1.076 eV

The program warned: the cutoff lies below the one the program advises for these potential files; the forces do not sum to zero within the program's tolerance; empty levels may hold ghost states of the PAW files; the exchange-correlation potential is rough where the density is thin.
